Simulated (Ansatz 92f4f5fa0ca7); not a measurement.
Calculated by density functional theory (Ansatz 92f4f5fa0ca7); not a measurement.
Periodic cell of 246 atoms, Si149O91H6, from a study of silicon, its oxide and their interface. The atomic structure is a simulated model.

Settings
functional: PBE
potential files: Ansatz PAW
basis: plane waves
wave-function cutoff: 700 eV
density cutoff ratio: 5
exchange-correlation grid ratio: 1
k mesh: 2 x 2 x 1, shifted by 0.5 0.5 0.5 of a step
self-consistency stop: 5e-08 eV per atom in the density residual
occupations: fixed
spin: none
net charge: 0

Cell vectors (angstrom)
a 11.6015 0 0
b 0 10.938 0
c 0 0 31.8384

Atoms: element, x, y, z (angstrom)
Si 0.2038 -0.0877 23.3218
Si 3.9388 -0.1106 23.2522
Si 7.909 0.0482 23.2287
Si 2.0751 1.3102 23.2788
Si 5.8514 1.2332 23.2916
Si 9.9073 1.2609 23.3017
Si -0.1033 5.2058 23.2224
Si 3.7492 5.4985 23.0548
Si 7.6292 5.4364 22.9101
Si 1.7144 6.7405 22.994
Si 5.7314 6.7844 23.094
Si 9.6255 6.5707 23.3265
Si 2.0475 2.6968 25.1581
Si 5.8272 2.7205 25.1094
Si 9.732 2.719 25.1209
Si 11.6985 3.9844 25.1828
Si 3.9066 4.1365 25.0436
Si 7.7655 4.0429 24.9159
Si 1.9018 8.0438 25.0323
Si 5.8033 8.1417 25.0542
Si 9.6492 8.159 25.0891
Si 11.6325 9.4438 25.1606
Si 3.8318 9.4296 25.1093
Si 7.7334 9.5295 25.0768
Si 11.6045 -0.0168 27.013
Si 3.8678 -0.0602 26.9993
Si 7.7202 -0.0174 27.0023
Si 1.9618 1.3187 27.0467
Si 5.785 1.3427 27.0236
Si 9.6574 1.3337 27.0244
Si 11.6282 5.4642 27.0202
Si 3.9065 5.4556 27.0035
Si 7.756 5.4215 26.9274
Si 1.9658 6.7906 27.0215
Si 5.8394 6.808 27.0043
Si 9.6744 6.7998 27.0146
Si 1.9336 2.7345 28.9392
Si 5.8008 2.7345 28.9392
Si 9.6679 2.7345 28.9392
Si 0 4.1018 28.9392
Si 3.8672 4.1018 28.9392
Si 7.7343 4.1018 28.9392
Si 1.9336 8.2035 28.9392
Si 5.8008 8.2035 28.9392
Si 9.6679 8.2035 28.9392
Si 0 9.5708 28.9392
Si 3.8672 9.5708 28.9392
Si 7.7343 9.5708 28.9392
Si 0 0 30.8728
Si 3.8672 0 30.8728
Si 7.7343 0 30.8728
Si 1.9336 1.3673 30.8728
Si 5.8008 1.3673 30.8728
Si 9.6679 1.3673 30.8728
Si 0 5.469 30.8728
Si 3.8672 5.469 30.8728
Si 7.7343 5.469 30.8728
Si 1.9336 6.8362 30.8728
Si 5.8008 6.8362 30.8728
Si 9.6679 6.8362 30.8728
Si 1.9336 2.7345 0.9679
Si 5.8008 2.7345 0.9679
Si 9.6679 2.7345 0.9679
Si 0 4.1018 0.9679
Si 3.8672 4.1018 0.9679
Si 7.7343 4.1018 0.9679
Si 1.9336 8.2035 0.9679
Si 5.8008 8.2035 0.9679
Si 9.6679 8.2035 0.9679
Si 0 9.5708 0.9679
Si 3.8672 9.5708 0.9679
Si 7.7343 9.5708 0.9679
Si 11.5608 0.0624 2.8761
Si 3.8708 0.0569 2.9019
Si 7.7097 0.0172 2.9035
Si 1.9114 1.407 2.9073
Si 5.7976 1.4028 2.9118
Si 9.6305 1.4057 2.917
Si 11.5719 5.4999 2.9017
Si 3.88 5.5007 2.8928
Si 7.7168 5.4667 2.9228
Si 1.9301 6.8366 2.8566
Si 5.799 6.8663 2.933
Si 9.6407 6.8485 2.9036
Si 1.8989 2.8968 4.7511
Si 5.7685 2.727 4.887
Si 9.6603 2.7275 4.8922
Si 11.5253 4.1943 4.8759
Si 3.8794 4.1536 4.8346
Si 7.7169 4.1091 4.8836
Si 1.9445 8.4197 4.5921
Si 5.7782 8.2189 4.9038
Si 9.6351 8.2557 4.8091
Si 11.5661 9.6558 4.8006
Si 3.9058 9.6962 4.8748
Si 7.699 9.5983 4.838
Si 11.7311 0.0741 6.7449
Si 3.7448 0.1273 6.8647
Si 7.719 0.0171 6.7726
Si 1.9167 1.5751 6.6405
Si 5.8012 1.38 6.8748
Si 9.6954 1.2992 6.8145
Si 11.556 5.7629 6.6953
Si 3.698 5.6135 6.6913
Si 7.7003 5.4869 6.8443
Si 1.8827 7.0354 6.398
Si 5.7435 6.8709 6.9005
Si 9.53 7.0365 6.8336
H 1.8384 2.3946 7.8951
H 7.6539 10.1228 8.009
H 9.678 2.1879 8.0199
O 0.3568 5.0764 8.175
O 5.8309 7.9222 8.2294
O 7.8058 4.3868 8.1372
O 5.9653 2.3882 8.2008
O 3.1843 4.8838 8.1412
O 3.2843 10.1593 8.2186
O 1.9697 7.8739 7.8264
O 9.3354 8.2414 8.0304
O 0.5845 10.1129 8.096
H 3.9279 10.0345 21.978
H 3.8375 4.5772 21.8727
H 1.9937 2.1152 22.0159
O 11.2178 4.346 21.8095
O 7.7028 5.1078 21.2393
O 8.18 10.1626 21.7929
O 10.1384 1.9302 21.7991
O 10.091 7.0817 21.8109
O 1.5076 7.6838 21.6216
O 5.878 7.7322 21.7274
O 5.6098 2.1815 21.9399
O 0.3193 10.0525 21.8751
Si 1.9258 9.2978 8.5875
Si 3.9726 5.2718 9.5199
Si 5.3266 7.8059 9.7887
Si 11.5692 0.539 13.878
Si 0.8717 2.6893 18.3363
Si 7.7345 6.7588 11.4984
Si 8.3987 4.4232 16.7743
Si 9.8624 8.2685 9.592
Si 2.5235 3.7167 11.8286
Si 10.1641 11.1181 11.031
Si 4.97 1.1067 15.5151
Si 11.3827 3.0643 11.1064
Si 0.113 5.6807 9.6658
Si 6.045 3.7698 14.6995
Si 6.5864 3.6754 8.9806
Si 2.9804 1.1246 13.1169
Si 11.7932 4.5657 13.5529
Si 8.2272 8.7765 13.7565
Si 7.6197 0.6182 12.2901
Si 9.7695 7.4399 20.2773
Si 7.7514 10.5024 20.2488
Si 1.6142 7.6986 11.2457
Si 11.1701 7.5481 13.4791
Si 6.565 7.9974 20.2839
Si 3.9408 5.715 15.629
Si 5.9173 2.0065 20.3533
Si 10.6107 3.1621 20.8596
Si 0.7216 8.893 20.8249
Si 1.3292 9.0413 15.3445
Si 2.4842 9.2361 18.2691
Si 0.9105 5.1752 16.4506
Si 9.0734 9.9062 17.6893
Si 10.2357 1.6834 16.3825
Si 3.677 8.1068 13.6277
Si 4.8843 10.109 11.8575
Si 3.6998 1.1734 18.2895
Si 4.8285 7.3538 17.9008
Si 10.1456 6.8076 17.477
Si 7.353 3.6839 11.997
Si 7.8158 4.2103 19.8439
Si 6.5179 9.3878 16.211
O 8.1802 7.781 20.2122
O 10.3668 9.7578 10.1069
O 1.4009 2.9912 10.8746
O 1.0943 4.1768 17.7192
O 9.773 8.4309 17.3506
O 7.921 2.2276 12.634
O 6.4155 9.587 19.942
O 7.5331 7.6099 12.8628
O 3.458 -0.0225 12.0325
O 10.6485 1.5423 14.7946
O 8.8172 7.6236 10.6458
O 8.0529 10.3732 13.3657
O 0.405 10.2918 14.8954
O 9.0645 10.2955 19.2867
O 4.2426 6.8514 14.4911
O 9.2731 3.4997 19.9918
O 10.8816 4.4533 10.3768
O 4.5193 1.6756 16.9741
O 2.837 7.5933 12.3231
O 11.8103 4.3762 15.182
O 9.8117 8.3792 13.7904
O 2.3489 5.6711 15.9007
O 4.5618 4.3164 15.0964
O 1.411 6.1881 10.5595
O 10.9745 8.5008 19.9933
O 0.5581 7.7201 14.7662
O 9.971 6.3613 19.0575
O 6.3431 6.9164 10.6911
O 7.4941 8.5984 15.1878
O 7.4764 9.8747 17.4092
O 7.2436 1.0927 20.1162
O 11.5703 1.8374 17.2956
O 9.2476 2.9942 16.6294
O 11.0581 3.3447 12.7106
O 2.7847 9.066 14.6087
O 6.0455 0.321 11.9665
O 6.2461 4.1239 13.1144
O 5.0615 9.2873 10.4445
O 1.5069 9.0734 16.9618
O 6.3715 3.4485 19.8083
O 5.5013 4.86 9.1475
O 0.1822 2.7532 19.8074
O 4.6546 5.9725 17.0744
O 5.7512 10.6352 15.5456
O 6.9712 3.1883 10.4878
O 5.3943 8.4224 16.8306
O 8.5381 11.2603 10.9756
O 9.2536 5.8116 16.5149
O 11.0135 7.1322 9.5168
O 3.4466 10.526 18.0626
O 7.8146 4.6929 18.277
O 3.9636 6.8961 9.7596
O 7.2237 4.4032 15.6366
O 10.7623 1.6535 10.5321
O 0.2779 8.111 12.1171
O 3.4332 2.5813 12.5506
O 1.36 1.1729 13.2986
O 10.951 5.9422 13.2622
O 8.1178 5.162 11.7416
O 4.5989 1.4343 19.6159
O 6.036 2.156 14.8862
O 2.3108 1.97 18.4982
O 4.9339 9.0044 13.0751
O 5.8302 7.0858 19.1539
O 3.3875 7.8897 18.4424
O 0.0765 6.4559 17.0355
O 9.6406 0.2156 16.8127
O 3.558 4.5116 10.878
O 1.7398 4.6174 12.9697
O 10.7501 0.01 12.5557
O 3.6561 0.9244 14.5776
O 1.6911 9.4834 19.6588
O 1.8473 8.9235 10.1803

Results
free energy: -146586.868 eV
free energy less fixed offsets of H -17.10, O -569.03, Si -635.61 eV per atom: 3.352 eV

Forces (eV/angstrom), in the order of the atoms: element, x, y, z
Si 0.045 -0.0618 -0.0572
Si -0.0502 -0.0179 -0.0114
Si 0.0172 -0.0706 -0.0519
Si -0.0097 0.0187 0.0187
Si -0.1056 0.0422 -0.0479
Si 0.0752 0.0473 -0.0516
Si 0.0449 -0.0178 -0.0558
Si 0.0687 -0.0555 -0.0045
Si 0.0187 -0.0633 -0.0513
Si -0.0525 0.0599 0.0081
Si 0.0014 0.0603 -0.058
Si 0.1316 0.0374 -0.0304
Si -0.0326 -0.0616 -0.0117
Si -0.009 -0.0687 -0.0021
Si -0.0513 -0.0324 0.0223
Si 0.0307 0.0364 0.0141
Si -0.0433 0.067 -0.0331
Si -0.0449 0.0295 0.0431
Si 0.0163 -0.0384 -0.0077
Si 0.0478 -0.0525 0.0039
Si 0.0085 -0.0655 -0.0023
Si 0.0328 0.0632 0.0051
Si -0.0185 0.0585 -0.0021
Si -0.0223 0.0323 0.0308
Si 0.0095 -0.0308 0.0019
Si 0.0121 -0.021 -0.0034
Si 0.0186 -0.0399 -0.0117
Si 0.0218 0.024 -0.0005
Si 0.0054 0.0327 0.0107
Si -0.0047 0.0356 -0.0089
Si 0.0022 -0.0443 -0.0082
Si -0.0111 -0.0226 0.0126
Si -0.0172 -0.0392 -0.013
Si -0.0128 0.0304 0
Si 0.0034 0.0336 0.0102
Si -0.0219 0.0359 0.0023
Si 0.031 -0.0972 0.0983
Si -0.0556 -0.1005 0.1178
Si -0.0077 -0.0876 0.0585
Si -0.0127 -0.0735 0.0546
Si 0.0713 -0.0766 -0.0245
Si 0.0239 -0.0829 -0.362
Si 0.0509 -0.069 -0.1031
Si 0.0733 -0.087 -0.0369
Si -0.0133 -0.1076 -0.0379
Si 0.0112 -0.0379 0.0898
Si 0.0309 -0.155 0.1449
Si -0.0434 -0.0469 0.0368
Si -0.0065 -0.0434 0.0125
Si 0.0155 0.0029 0.0078
Si 0.0045 0.0053 0.0191
Si 0.0002 0.056 0.0076
Si 0.0082 0 0.0211
Si -0.0051 -0.003 0.0157
Si 0.0036 -0.0108 0.0259
Si -0.0063 0.0118 0.0036
Si -0.0147 0.1061 0.0081
Si -0.0051 0.0702 -0.0704
Si 0.0026 -0.03 -0.0216
Si -0.0005 0.0135 -0.0163
Si -0.0043 0.0394 -0.0872
Si 0.0399 0.1125 -0.0099
Si -0.0854 0.0981 0.0247
Si -0.021 0.0767 0.0976
Si 0.0262 0.0562 0.036
Si -0.027 0.0449 0.0156
Si -0.0089 0.0232 -0.3193
Si 0.058 0.0409 0.1261
Si -0.0786 0.0388 0.0066
Si -0.0251 0.1274 0.0744
Si -0.0171 0.1409 0.1822
Si -0.0182 0.0967 0.0107
Si -0.0014 -0.0342 -0.016
Si 0.0254 -0.0394 -0.0146
Si 0.0004 -0.0312 -0.0291
Si 0.0046 0.022 -0.0168
Si 0.0063 0.0361 0.0021
Si 0.0097 0.033 -0.008
Si -0.0203 -0.0425 0.0048
Si 0.0259 -0.0431 0.0113
Si 0 -0.0381 -0.0059
Si 0.0039 0.0344 0.0153
Si -0.0057 0.0409 0.0061
Si 0.0028 0.0396 -0.0003
Si -0.002 -0.0526 -0.0032
Si -0.0457 -0.0329 -0.0077
Si 0.0344 -0.0414 0.0089
Si -0.0799 0.0507 0.0075
Si 0.0695 0.0396 -0.0137
Si 0.0075 0.0918 0.0017
Si -0.003 -0.061 0.0004
Si -0.0253 -0.0547 -0.0318
Si 0.0058 -0.0369 -0.0068
Si -0.0372 0.0103 0.0147
Si 0.0158 0.0314 0.0054
Si -0.0223 0.0608 0.0121
Si 0.0987 -0.0623 0.0344
Si -0.0898 -0.0813 0.0157
Si -0.011 0.0097 0.0333
Si -0.0326 0.0239 0.0756
Si 0.0637 0.0773 0.0337
Si -0.01 0.0502 -0.0274
Si 0.0973 -0.0861 0.0078
Si -0.0797 -0.0474 0.0142
Si 0.0345 -0.0529 0.0635
Si 0.0215 0.0258 0.0693
Si 0.0638 0.0809 -0.0024
Si -0.0574 0.08 0.0496
H 0.009 0.005 -0.02
H -0.0011 -0.0273 -0.0052
H 0.0096 0.0222 -0.0068
O -0.0423 0.0124 -0.0304
O -0.0191 -0.0224 -0.0329
O -0.0261 0.0155 -0.0312
O -0.0241 0.0053 -0.0166
O 0.047 0.0101 -0.0133
O 0.0019 0.003 -0.0303
O -0.0264 0.0153 -0.0007
O 0.0118 -0.0255 -0.0591
O -0.0068 -0.002 -0.0096
H -0.0103 -0.0173 0.0144
H -0.0129 -0.0167 0.0093
H 0.0177 0.0282 0.0023
O 0.0204 -0.0081 0.0086
O 0.0099 0.0044 0.0957
O -0.0292 0.0139 0.0158
O -0.0214 0.0166 0.0118
O -0.1173 0.0781 -0.047
O -0.0225 -0.0207 0.0328
O -0.0049 -0.0055 0.0265
O 0.0544 0.0165 -0.0182
O -0.0113 -0.0163 0.0043
Si -0.0075 -0.0214 0.002
Si 0.021 -0.008 0.003
Si -0.0096 0.0074 0.0056
Si 0.0015 0.0013 -0.0181
Si 0.0033 0.005 0.0172
Si -0.0108 -0.0203 -0.0137
Si -0.0151 0.0007 0.0137
Si 0.0177 0.017 0.0008
Si 0.0076 0.0047 -0.0317
Si 0.0029 -0.0026 -0.0256
Si 0.0029 0.0051 -0.0014
Si 0.0066 -0.0051 -0.0239
Si 0.0113 -0.0045 -0.0032
Si -0.0058 -0.0007 -0.0067
Si -0.0202 0.0046 0.0128
Si 0.0007 -0.0011 -0.0274
Si -0.0062 -0.0011 -0.0201
Si 0.0005 -0.0017 -0.0076
Si 0.0026 -0.0023 -0.0262
Si 0.0092 -0.0161 0.0322
Si -0.0075 0.0004 0.0114
Si 0.0003 -0.0026 -0.0207
Si -0.0025 0.0031 -0.0162
Si 0.0063 0.0274 -0.0036
Si 0.0037 -0.0092 0.0019
Si -0.0004 -0.0121 0.0355
Si 0.014 -0.0067 -0.0063
Si -0.0071 0.0181 -0.0182
Si -0.0077 -0.0014 0.0006
Si 0.0005 -0.0016 0.0159
Si 0.0031 0.0027 0.0195
Si -0.0061 0.0053 0.0269
Si -0.0014 0.002 -0.0011
Si 0.0058 0.0033 -0.0145
Si -0.0059 0.0039 -0.027
Si 0.006 0.0006 0.0279
Si -0.0042 -0.0065 0.015
Si 0.0081 -0.0036 0.0178
Si -0.0033 0.0053 -0.0236
Si -0.0259 -0.0286 -0.0292
Si -0.0001 -0.0031 0.007
O -0.0324 -0.0112 -0.015
O 0.0078 -0.0345 0.0038
O -0.0151 0.0242 0.0434
O -0.0091 -0.0265 -0.0193
O -0.0171 -0.0019 -0.0246
O 0.0042 -0.007 0.0054
O 0.0164 -0.0135 -0.0097
O 0.0093 -0.0109 -0.0012
O 0.0132 0.0103 0.0406
O 0.0058 -0.0056 0.0231
O 0.0203 0.0186 0.0004
O -0.0142 -0.0042 0.001
O 0.0069 -0.004 -0.007
O -0.0131 0.0091 -0.0052
O -0.0153 0.0014 0.0078
O 0.0274 -0.006 -0.0027
O 0.0133 0.0121 0.0169
O -0.0115 -0.0161 -0.0126
O -0.0111 0.0092 0.0229
O 0.0014 0.0086 -0.0033
O 0.0058 -0.0064 0.0047
O 0.0029 -0.011 -0.0038
O 0.01 0.0113 0.0043
O 0.0068 0.0103 0.0216
O 0.0273 0.0228 -0.0091
O -0.0113 0.0122 -0.0182
O 0.0065 0.0136 -0.047
O 0 0.0099 -0.0012
O -0.001 0.0143 0.0032
O 0.0037 -0.0092 -0.0335
O -0.0108 -0.0147 -0.0063
O 0.0003 0.0216 -0.0057
O 0.0105 -0.0004 -0.0203
O 0.0203 0.0156 -0.008
O -0.0041 -0.0207 -0.0069
O 0.0048 -0.0156 0.0177
O 0.0094 -0.0091 0.0251
O 0.0098 -0.0291 0.0211
O 0.0287 0.0056 -0.0016
O -0.0122 -0.0122 -0.0001
O 0.0021 -0.013 0.0374
O -0.0182 0.0037 -0.0086
O -0.0095 0.019 -0.0131
O 0.0033 0 -0.0035
O -0.0056 0.0155 -0.0333
O 0.0008 -0.0063 0.0085
O -0.003 0.0094 0.0468
O 0.0163 -0.0036 0.0047
O -0.0107 -0.0031 -0.0098
O -0.0132 0.0024 -0.014
O 0.0075 0.0013 -0.0309
O 0.0099 -0.033 -0.0046
O 0.0004 -0.0117 -0.0011
O -0.0044 0.0045 0.0264
O 0.0176 -0.0187 0.0341
O -0.0214 -0.0151 0.0167
O 0.0121 -0.0164 0.0172
O 0.0176 0.0025 0.0144
O -0.0095 0.0092 0.0208
O 0.0193 0.0088 -0.0232
O -0.0177 0.0175 0.0064
O 0.0053 -0.0077 -0.0275
O -0.0273 0.0063 -0.0008
O -0.0011 0.0193 -0.0068
O 0.0113 0.0158 -0.0311
O -0.0138 -0.0038 -0.0109
O -0.0002 -0.0065 0.0062
O -0.0139 0.0101 0.0067
O -0.0103 -0.0174 0.0088
O 0.0014 0.0127 0.0023
O 0.011 0.0108 -0.0085
O -0.0098 -0.0214 0.0035
O -0.0007 0.0043 -0.0022

The program warned: the cutoff lies below the one the program advises for these potential files; the exchange-correlation potential is rough where the density is thin.
